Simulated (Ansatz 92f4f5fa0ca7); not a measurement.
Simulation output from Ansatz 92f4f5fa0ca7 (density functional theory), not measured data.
Periodic cell of 214 atoms, Si131O81B2, from a study of silicon, its oxide and their interface. The atomic structure is a simulated model.
Doubt: the cutoff is far below the 930 eV that the study's wrapper takes by default for these files, so forces and energies are approximate.
This geometry differs little from another in the collection (a relaxation step or a small displacement).

Settings: functional PBE; potential files Ansatz PAW; basis plane waves; wave-function cutoff 580 eV; density cutoff ratio 5; exchange-correlation grid ratio 1; k mesh 1 x 1 x 1, Gamma-centred; self-consistency stop 5e-08 eV per atom in the density residual; occupations fixed; spin none; net charge 0.

Cell vectors (angstrom)
a	10.938	0	0
b	0	10.938	0
c	0	0	31.5432

Atoms: element, x, y, z (angstrom)
Si	10.4396	0.5759	24.3305
Si	6.0457	10.5052	24.1325
Si	2.1318	3.2513	24.0671
Si	8.7067	2.26	24.2835
Si	0.5006	5.0568	24.144
Si	5.0547	5.8958	24.1831
Si	3.3966	7.652	24.139
Si	7.8345	8.8284	23.9856
Si	1.3447	1.4844	25.4464
Si	6.9171	1.3101	25.4746
Si	4.0251	4.1061	25.3172
Si	9.6639	4.102	25.3995
Si	1.4942	6.821	25.346
Si	6.8951	6.9505	25.2357
Si	4.2269	9.5364	25.3224
Si	9.5289	9.6458	25.4291
Si	2.7811	0.0052	26.6367
Si	8.2176	-0.0142	26.9233
Si	0.0126	2.7791	26.8982
Si	5.4509	2.7379	26.6585
Si	2.7532	5.4501	26.8196
Si	8.2254	5.5235	26.6231
Si	0.0418	8.2109	26.6429
Si	5.5448	8.2055	26.7788
Si	4.1148	1.3641	28.0685
Si	9.5845	1.3842	28.2165
Si	1.3846	4.1346	28.2156
Si	6.8395	4.1334	28.024
Si	4.1443	6.8362	28.1283
Si	9.5997	6.8492	28.0488
Si	1.3977	9.5821	28.0433
Si	6.8373	9.5522	28.2147
Si	0.0316	-0.0186	29.4932
Si	5.4535	0.0125	29.5011
Si	2.7552	2.7169	29.4954
Si	8.1764	2.7685	29.4857
Si	-0.019	5.4976	29.503
Si	5.4896	5.4583	29.4809
Si	2.7422	8.2068	29.466
Si	8.2352	8.1754	29.4971
Si	1.3673	1.3673	30.8594
Si	6.8362	1.3673	30.8594
Si	4.1018	4.1018	30.8594
Si	9.5708	4.1018	30.8594
Si	1.3673	6.8362	30.8594
Si	6.8362	6.8362	30.8594
Si	4.1018	9.5708	30.8594
Si	9.5708	9.5708	30.8594
Si	2.7345	0	0.6835
Si	8.2035	0	0.6835
Si	0	2.7345	0.6835
Si	5.469	2.7345	0.6835
Si	2.7345	5.469	0.6835
Si	8.2035	5.469	0.6835
Si	0	8.2035	0.6835
Si	5.469	8.2035	0.6835
Si	4.1122	1.3526	2.0511
Si	9.523	1.4008	2.0396
Si	1.3251	4.1304	2.0612
Si	6.8474	4.0744	2.058
Si	4.0857	6.849	2.0485
Si	9.5954	6.8039	2.0426
Si	1.3733	9.5599	2.0553
Si	6.8071	9.587	2.0681
Si	-0.0487	0.0097	3.3247
Si	5.4266	-0.0076	3.5077
Si	2.7061	2.7265	3.3444
Si	8.1569	2.7008	3.5132
Si	-0.0445	5.4555	3.5235
Si	5.4525	5.4499	3.3556
Si	2.727	8.1917	3.4765
Si	8.2052	8.1667	3.3395
Si	1.2813	1.3864	4.668
Si	6.787	1.3249	4.9418
Si	4.0515	4.0998	4.6899
Si	9.5058	4.0582	4.9253
Si	1.3337	6.8669	4.88
Si	6.8452	6.796	4.6837
Si	4.0395	9.5754	4.9091
Si	9.5181	9.5926	4.6723
Si	2.4435	-0.0641	6.1748
Si	8.205	-0.1245	6.2277
Si	-0.0329	2.6311	6.2072
Si	5.281	2.7136	6.1727
Si	2.7215	5.4259	6.155
Si	8.0831	5.4503	6.224
Si	-0.0013	8.3654	6.1645
Si	5.5539	8.1603	6.1082
Si	3.3595	1.8198	7.3226
Si	10.1297	0.6665	7.3487
Si	1.755	3.6354	7.373
Si	6.1311	4.5557	7.4188
Si	4.5719	6.3911	7.271
Si	9.1857	7.2455	7.323
B	0.6532	10.1659	6.8082
Si	7.4047	8.8924	7.4399
O	4.4048	6.9846	8.8107
O	1.395	4.0145	8.9512
O	9.803	6.7084	8.7721
O	6.0528	4.2359	9.0604
O	3.5519	1.4423	8.9261
O	7.182	8.9218	9.1007
O	9.7721	0.8718	8.9759
O	8.2703	2.5351	22.7152
O	11.0059	5.5473	22.6184
O	5.6396	0.0947	22.6203
O	5.302	5.3953	22.6213
O	2.1585	2.8197	22.457
O	3.3369	7.8538	22.4856
O	8.4001	8.7378	22.4116
O	-0.1429	11.2331	22.7478
Si	2.2012	3.031	12.8638
Si	8.7715	1.2367	10.2143
Si	1.1186	4.5443	15.3425
Si	7.654	5.5742	12.1562
Si	2.424	8.1851	21.1838
Si	5.4671	7.7555	12.4381
Si	9.3206	0.506	15.3964
Si	2.9466	-0.0353	16.6188
Si	10.5464	1.1692	12.4812
Si	7.7771	2.8377	21.2084
Si	9.2032	8.8361	14.4256
Si	1.5046	4.826	10.3552
Si	4.4924	9.4943	19.1133
Si	11.0835	6.0977	21.0883
Si	6.6691	10.4805	14.7916
Si	5.397	0.741	21.1558
B	2.7824	9.7639	11.1047
Si	0.443	10.6419	21.3731
Si	5.8625	5.2601	21.1121
Si	3.5335	7.2759	10.1348
Si	9.096	5.7161	14.8236
Si	3.6815	4.0882	19.0642
Si	10.0434	3.6661	19.2805
Si	4.3301	8.681	15.3357
Si	0.5065	1.9529	17.1078
Si	6.8039	7.5458	19.2431
Si	5.2886	3.6309	16.7138
Si	7.8089	5.0412	17.4977
Si	6.7204	9.8758	10.3366
Si	4.4113	0.9356	10.195
Si	0.2141	9.1544	11.9547
Si	9.1141	8.6356	20.9337
Si	4.5894	1.6839	14.5459
Si	2.4561	2.0972	21.0252
Si	6.4429	3.2649	10.3142
Si	3.4796	5.9422	16.7051
Si	10.0085	6.6339	10.3805
O	0.1238	2.6157	18.5489
O	2.9853	9.6322	15.5477
O	10.8735	4.8048	20.1146
O	7.6653	2.3409	9.7425
O	10.9442	5.3435	10.7993
O	6.5841	6.6306	12.8054
O	10.6906	8.0692	10.8235
O	7.7233	9.4772	13.9599
O	8.5363	6.3873	11.0448
O	5.3593	10.4972	20.0511
O	2.2527	3.8176	11.4192
O	7.9811	8.5602	19.7572
O	6.2113	6.7409	20.5388
O	5.5491	2.7172	15.3895
O	1.3134	0.9384	20.6865
O	6.1467	9.009	11.6063
O	4.6399	4.9877	16.0759
O	6.6295	3.9229	17.5978
O	10.7011	10.6914	11.6737
O	5.6106	0.5155	13.9421
O	8.0346	5.1716	15.905
O	9.7681	9.8681	15.5697
O	-0.3652	5.1543	15.1658
O	1.5782	6.8397	20.7749
O	1.5269	0.6477	17.1258
O	6.6031	1.7802	20.7886
O	1.0524	1.8662	12.7684
O	3.2767	5.5032	18.2927
O	9.6012	1.9832	11.4256
O	1.1359	3.1589	16.2052
O	8.6622	5.1444	13.3632
O	10.3813	8.693	13.3068
O	1.4598	9.4061	21.6597
O	10.0877	9.9414	20.6045
O	3.3487	0.098	11.1794
O	5.2023	2.2691	10.7989
O	1.7615	4.1988	13.8979
O	7.9725	10.8404	10.7761
O	9.1624	4.4844	18.1856
O	5.7005	9.5334	15.7355
O	5.5444	-0.1223	9.7163
O	3.6342	2.3642	13.3776
O	2.0239	5.7195	16.0107
O	9.7576	1.0087	13.8989
O	4.389	7.0041	11.4836
O	4.7671	4.4936	20.1984
O	10.0187	1.4439	16.5006
O	6.9096	4.2453	11.547
O	5.5978	8.4166	18.5653
O	9.0746	2.7474	20.2245
O	3.634	1.1393	15.7411
O	4.2538	3.0831	17.8817
O	9.9257	7.2204	20.8704
O	3.1467	8.8811	10.1003
O	4.0208	7.4419	16.3597
O	7.6868	0.5478	15.605
O	9.0099	7.3354	14.9745
O	3.9401	1.4505	21.1393
O	1.8502	9.3126	12.0376
O	2.2982	6.2334	10.1475
O	7.3682	6.4724	18.1484
O	7.2295	4.3721	21.1109
O	4.6321	8.2282	13.7778
O	3.34	8.6693	19.9318
O	2.5103	3.2425	19.8409
O	3.7576	10.3748	17.9437

Results
free energy: -129655.802 eV
free energy less fixed offsets of B -154.04, O -568.88, Si -635.61 eV per atom: -3.532 eV

Forces (eV/angstrom), in the order of the atoms: element, x, y, z
Si	0.0003	0.0015	-0.0008
Si	0.0014	0.0017	0.0011
Si	-0.0005	0.0005	-0.0014
Si	0.0016	-0.0015	0
Si	0.0024	0.0011	0.0006
Si	0.0008	0.0012	-0.0005
Si	0.0003	-0.0001	-0.0003
Si	0.001	0.0001	0.001
Si	0.0002	0.001	0.0042
Si	0.0002	-0.001	0.0033
Si	-0.0003	-0.001	0.0024
Si	0.0001	-0.0009	0.0027
Si	0.0001	-0.0011	0.0027
Si	0.0003	-0.0001	0.0018
Si	-0.0002	-0.0006	0.0016
Si	-0.0025	-0.0002	0.0044
Si	0	0.0013	-0.0062
Si	0.0025	0.0007	0.0022
Si	0.0011	-0.0003	0.0036
Si	-0.0001	0.0003	-0.0056
Si	-0.0004	-0.0002	0.0013
Si	0.0013	0.0015	-0.0062
Si	0.0014	0.0022	-0.0062
Si	0.0031	0.002	0.0013
Si	0.0004	0.0012	0.0025
Si	-0.0008	0.0009	-0.0102
Si	0.001	-0.0006	-0.0122
Si	0.0011	-0.0033	0.0073
Si	-0.0038	0.0029	0.0006
Si	-0.0005	-0.0004	0.004
Si	-0.0019	-0.0008	0.0067
Si	0.0016	0.0031	-0.0113
Si	0.0028	-0.0028	-0.0024
Si	0	0.0007	0.0038
Si	0.0005	-0.0017	0.0008
Si	-0.0028	0.0036	-0.0021
Si	-0.0022	0.001	0.0037
Si	0.0015	-0.002	-0.0025
Si	0.0008	-0.0009	-0.0037
Si	0.0019	-0.0019	0.0006
Si	0.1636	-0.1077	0.0814
Si	-0.1269	0.123	-0.0935
Si	0.1535	-0.1022	-0.0175
Si	-0.1454	0.1336	-0.0711
Si	0.0096	0.2107	-0.1238
Si	0.1452	-0.1519	0.0279
Si	-0.148	0.0357	-0.0774
Si	0.1515	-0.1211	0.0275
Si	0.0437	-0.1231	0.0805
Si	-0.238	0.0827	-0.0125
Si	-0.2137	0.1649	-0.0228
Si	0.0964	-0.1101	0.0543
Si	-0.1876	0.0818	0.0286
Si	0.0409	-0.2271	0.091
Si	0.1895	-0.0899	0.0596
Si	-0.0861	0.1176	-0.0058
Si	0.0019	-0.0021	0.0025
Si	-0.0009	0.0026	-0.0008
Si	-0.0018	0.0018	0.004
Si	0.0036	-0.0009	-0.002
Si	-0.0037	0.0034	-0.0023
Si	0.0019	-0.0015	0.0023
Si	0.0016	-0.0024	-0.0023
Si	0.0014	-0.0019	0.0047
Si	-0.0035	-0.0006	0.0125
Si	-0.0001	-0.0014	-0.0042
Si	-0.0079	-0.0011	0.0097
Si	-0.0025	0.0045	-0.0061
Si	0.0047	-0.0002	-0.0069
Si	0.0041	-0.004	0.0135
Si	-0.0001	-0.0025	-0.0062
Si	-0.0031	0.0096	-0.0007
Si	0.0128	0.0089	-0.0222
Si	0.0027	-0.0031	0.0044
Si	0.0009	-0.0028	-0.0021
Si	0	-0.0056	0.0067
Si	-0.0006	-0.0004	-0.0015
Si	0.0017	-0.0008	-0.0024
Si	0.0039	0.0024	0.0013
Si	-0.0038	-0.0053	-0.0229
Si	-0.0435	-0.0278	0.0171
Si	0.0052	0.0172	0.0006
Si	-0.0037	0.0116	-0.0012
Si	-0.0011	0.0006	-0.0029
Si	0.0035	-0.001	-0.0032
Si	-0.0041	-0.0024	0.0013
Si	0.0182	0.0404	0.0228
Si	0.002	0.004	-0.0027
Si	0.0022	0.0102	0.0005
Si	-0.0383	0.0158	0.0027
Si	0.0034	-0.0024	0.002
Si	0.0045	0.0001	-0.003
Si	0.0042	0.0018	0.0027
Si	-0.0022	0.0104	-0.0028
B	0.0496	-0.0458	-0.0201
Si	0.0071	-0.0117	0.0039
O	-0.0011	-0.0006	0
O	0.0003	-0.0003	-0.0005
O	-0.0006	-0.002	0.0001
O	-0.0009	-0.0002	0.0032
O	-0.0009	0.0004	-0.0037
O	0.0008	0.002	0.0011
O	0.0064	-0.0027	-0.0003
O	0.0009	0	-0.0002
O	0.0002	-0.0001	-0.0003
O	0	0.0001	-0.0007
O	0.0003	0.0003	0.0004
O	0.0007	0.0005	0.0005
O	0.0008	0.0006	0.0004
O	-0.0003	0.0003	-0.0004
O	0.0015	0.0003	0.0001
Si	0.0012	0.0006	-0.0005
Si	0.0009	0.0012	0.0013
Si	0.0014	0.0007	0.001
Si	0.0007	0.0011	-0.0002
Si	0	0.0004	0.0004
Si	0.0011	0.0005	-0.0011
Si	0.0011	0.0004	0.0004
Si	0.0011	0.0005	0.001
Si	0.0021	-0.0001	-0.0005
Si	-0.0001	0.0008	0.0011
Si	0.0012	0.0012	-0.0005
Si	0.0009	0.0025	0
Si	0.0004	0.0011	0.0009
Si	0.0007	0.0002	0.0007
Si	0.0018	0.0002	0.0008
Si	0.0004	0.0004	0.0003
B	0.0011	-0.0014	-0.0009
Si	0.0006	0.0004	0.0011
Si	0.0009	-0.0004	0.0012
Si	0.0003	0.0019	-0.0012
Si	0.0012	0.0014	0.0002
Si	0.0011	0.0007	0.0007
Si	0.0014	0.0007	0.0005
Si	0.0014	0.001	0.0005
Si	0.0006	0.0003	0.0009
Si	0.0009	0.0006	0.0006
Si	0.0012	0.0005	0.001
Si	0.0011	0.0003	0.0005
Si	-0.0004	-0.0004	-0.0008
Si	0.0025	-0.0019	0.003
Si	0.0029	0.0006	-0.0009
Si	0.0007	0.0005	0.0005
Si	0.0012	0.0008	0
Si	0.0006	0.0006	0.0008
Si	0.0001	0.0027	-0.0013
Si	0.0007	0.0009	0.0007
Si	0.0011	0.0003	0.0017
O	0.0008	0.0005	-0.001
O	0.0016	0.0011	-0.0002
O	0.0007	0.0004	-0.0008
O	0.0013	0.0002	0.001
O	0.0008	-0.0003	0
O	0.0013	0.0007	0.0003
O	0.0002	-0.0005	-0.0009
O	0.0012	0.0007	-0.0004
O	0.0014	0.0013	0.0005
O	0.0006	0.0001	-0.0003
O	0.0015	0	0.0005
O	0.0008	0.0006	-0.0004
O	0.001	0.0006	-0.0002
O	0.0013	0.0007	-0.0003
O	0.0005	0.0002	-0.0002
O	0.0018	0.0014	0.0002
O	0.0014	0.0007	-0.0007
O	0.0013	0.0006	-0.0005
O	0.0009	0.0008	-0.0009
O	0.0012	0.0006	-0.0003
O	0.0013	0.0011	-0.0002
O	0.0015	0.0006	0.0007
O	0.0013	0.0004	-0.0004
O	0.0008	0.0006	-0.0003
O	0.0012	0.0008	-0.0009
O	0.0007	0	-0.0003
O	0.0018	0.0007	-0.0001
O	0.0006	0.0005	-0.0005
O	-0.0002	0.001	-0.0018
O	0.0013	0.0005	-0.0003
O	0.0009	0.0003	-0.0001
O	0.0008	0.0011	-0.0004
O	0.001	0.0011	-0.0015
O	0.0005	0.0001	-0.0003
O	0.0029	0.0027	0.0003
O	0.0008	-0.0002	0.0001
O	0.0007	0.0006	0.0001
O	0.0019	0.001	-0.0013
O	0.0014	0.0004	-0.0005
O	0.001	0.0005	-0.0009
O	0.0016	0.0015	-0.0004
O	0.0011	0.0006	-0.0001
O	0.0016	0.0006	-0.0006
O	0.0009	0.0007	-0.0004
O	0.0016	0.0003	0.0008
O	0.0011	0.0005	-0.0007
O	0.0021	0.0015	-0.0008
O	0.0013	-0.0004	-0.0002
O	0.0007	0.0005	-0.0003
O	0.0005	0.0003	-0.0004
O	0.001	0.0002	-0.0003
O	0.0005	0.0005	-0.0006
O	0.0008	0.0005	-0.0005
O	0.0011	0.0005	0.0002
O	0.0013	0.0001	-0.0002
O	0.0009	0.0006	-0.0008
O	0.0016	-0.0002	-0.0002
O	0.0013	0.0001	-0.0004
O	0.0012	0.0002	0.0006
O	0.0003	-0.0008	0.0004
O	0.0012	0.0006	-0.0006
O	0.0008	0.0012	-0.0002
O	0.0016	0.0007	0.0005
O	0.0013	0.0003	-0.0004
O	0.0009	0.0006	-0.0004
O	0.0012	0.0003	-0.0004

The program warned: the cutoff lies below the one the program advises for these potential files; the forces do not sum to zero within the program's tolerance; the exchange-correlation potential is rough where the density is thin.
